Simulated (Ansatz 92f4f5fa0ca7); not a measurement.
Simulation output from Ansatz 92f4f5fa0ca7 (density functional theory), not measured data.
Periodic cell of 221 atoms, Si132O87H1N1, from a study of silicon, its oxide and their interface. The atomic structure is a simulated model.
This geometry differs little from another in the collection (a relaxation step or a small displacement).

Settings: functional PBE; potential files Ansatz PAW; basis plane waves; wave-function cutoff 700 eV; density cutoff ratio 5; exchange-correlation grid ratio 1; k mesh 2 x 2 x 1, shifted by 0.5 0.5 0.5 of a step; self-consistency stop 5e-08 eV per atom in the density residual; occupations fixed; spin none; net charge 0.

Cell vectors (angstrom)
a	10.938	0	0
b	0	10.938	0
c	0	0	32.578

Atoms and the computed forces on them: element, x, y, z (angstrom), force x, y, z (eV/angstrom)
Si	-0.2585	0.2939	25.1896	-0.0053	0.0251	-0.0323
Si	5.6697	-0.2894	25.1735	0.0063	-0.0234	-0.0372
Si	2.3709	2.996	25.1006	-0.0273	0.0013	-0.031
Si	8.4691	2.5185	25.1526	0.0249	-0.0098	-0.0396
Si	0.1357	5.2375	24.9724	0.0036	-0.029	-0.0422
Si	5.2278	5.786	25.1038	-0.0032	0.0243	-0.0371
Si	2.9872	8.0055	25.0645	0.0306	-0.0001	-0.0425
Si	7.9026	8.4356	25.1075	-0.0218	0.0093	-0.0338
Si	1.309	1.4335	26.5022	0.0057	-0.0003	-0.0019
Si	6.8255	1.366	26.4061	0.0077	-0.0044	0.0141
Si	4.0506	4.1368	26.3481	-0.0032	0.0031	0.0157
Si	9.5856	4.119	26.4444	0.0039	0.0097	0.0015
Si	1.3324	6.8346	26.3078	-0.0034	-0.0003	0.018
Si	6.7884	6.8795	26.4741	0.0085	-0.0013	-0.0005
Si	4.09	9.5344	26.4865	-0.0036	-0.0002	0.0012
Si	9.5235	9.5827	26.4096	-0.0013	-0.0028	0.0065
Si	2.7171	0.0196	27.7886	-0.0003	0.0006	-0.0098
Si	8.1841	0.0115	27.8082	-0.0014	0.0021	-0.0124
Si	-0.0284	2.7766	27.8606	-0.0007	0.0041	-0.0111
Si	5.4386	2.7589	27.7436	-0.0052	0.0041	0.0014
Si	2.7017	5.4932	27.7624	0.0008	-0.0019	-0.0053
Si	8.1887	5.4852	27.7806	0.0016	-0.0019	-0.0035
Si	-0.0074	8.2045	27.7409	0.0036	-0.004	0.0055
Si	5.4527	8.2129	27.8631	-0.001	-0.0021	-0.0127
Si	4.1018	1.3673	29.1598	0.0354	0.1144	-0.1897
Si	9.5708	1.3673	29.1598	-0.1806	-0.0191	0.2616
Si	1.3673	4.1018	29.1598	0.1355	0.2913	0.2405
Si	6.8362	4.1018	29.1598	-0.1196	-0.0223	-0.2633
Si	4.1018	6.8362	29.1598	-0.2872	-0.184	0.1823
Si	9.5708	6.8362	29.1598	0.0619	0.0625	-0.2308
Si	1.3673	9.5708	29.1598	-0.1119	-0.0697	-0.2454
Si	6.8362	9.5708	29.1598	0.0368	0.1548	0.349
Si	0	0	30.527	-0.0295	-0.0169	-0.0182
Si	5.469	0	30.527	0.0726	-0.0086	0.0011
Si	2.7345	2.7345	30.527	0.0233	0.0432	-0.0195
Si	8.2035	2.7345	30.527	-0.0216	-0.1052	0.0018
Si	0	5.469	30.527	0.0686	0.012	-0.0068
Si	5.469	5.469	30.527	-0.0664	-0.0435	-0.0132
Si	2.7345	8.2035	30.527	0.016	-0.0526	-0.0049
Si	8.2035	8.2035	30.527	0.022	0.0396	-0.0196
Si	1.3673	1.3673	31.8943	0.0029	-0.0051	0.0002
Si	6.8362	1.3673	31.8943	-0.0212	0.0602	0.0074
Si	4.1018	4.1018	31.8943	0.0224	-0.0248	0.0176
Si	9.5708	4.1018	31.8943	0.0115	0.0633	-0.0157
Si	1.3673	6.8362	31.8943	-0.0795	-0.0002	-0.0033
Si	6.8362	6.8362	31.8943	0.0166	0.0181	-0.003
Si	4.1018	9.5708	31.8943	-0.0494	0.0219	-0.0106
Si	9.5708	9.5708	31.8943	-0.0102	-0.0097	0.0118
Si	2.7345	0	0.6835	0.0514	-0.0456	0.0064
Si	8.2035	0	0.6835	-0.0038	-0.0049	-0.0119
Si	0	2.7345	0.6835	-0.0271	-0.0248	-0.0042
Si	5.469	2.7345	0.6835	0.0187	-0.0358	0.0119
Si	2.7345	5.469	0.6835	-0.0058	0.0562	-0.0177
Si	8.2035	5.469	0.6835	0.0086	-0.0452	0.0051
Si	0	8.2035	0.6835	0.0637	-0.0145	0.0046
Si	5.469	8.2035	0.6835	-0.0053	-0.0027	-0.0026
Si	4.1018	1.3673	2.0507	-0.0524	0.0574	0.0073
Si	9.5708	1.3673	2.0507	0.0469	0.0279	0.0036
Si	1.3673	4.1018	2.0507	-0.0223	0.039	0.0171
Si	6.8362	4.1018	2.0507	0.0033	0.0561	0.0289
Si	4.1018	6.8362	2.0507	-0.0446	-0.0694	-0.022
Si	9.5708	6.8362	2.0507	-0.0155	0.0079	0.0292
Si	1.3673	9.5708	2.0507	-0.0804	0.0122	0.0167
Si	6.8362	9.5708	2.0507	0.0812	0.0114	-0.0108
Si	0	0	3.418	0.1949	0.101	-0.316
Si	5.469	0	3.418	0.1375	0.0784	0.4933
Si	2.7345	2.7345	3.418	0.3051	-0.225	0.0675
Si	8.2035	2.7345	3.418	-0.0891	-0.2082	0.1305
Si	0	5.469	3.418	-0.0047	-0.1791	-0.0746
Si	5.469	5.469	3.418	-0.2453	-0.143	-0.2541
Si	2.7345	8.2035	3.418	0.2729	0.0638	0.082
Si	8.2035	8.2035	3.418	-0.1377	0.18	-0.1799
Si	1.4258	1.3073	4.7815	0.0133	-0.01	0.0025
Si	6.8609	1.3687	4.8678	-0.0044	0.0078	-0.0149
Si	4.1802	4.0294	4.8037	0.0131	-0.0089	0.0077
Si	9.578	4.0731	4.7741	0.0075	-0.0119	0.0139
Si	1.4116	6.7918	4.7491	0.0114	-0.0049	0.0136
Si	6.7678	6.8771	4.732	-0.0034	0.0011	0.013
Si	4.1254	9.5619	4.8328	0.0011	0.0024	-0.017
Si	9.5631	9.611	4.7412	-0.0097	0.0121	0.0124
Si	2.8159	-0.0135	6.2557	-0.0032	-0.0169	0.0133
Si	8.2698	0.0142	6.2349	0.0003	0.0213	-0.0066
Si	0.0357	2.6745	6.1004	-0.0182	0.0116	-0.0295
Si	5.5703	2.7447	6.3467	0.006	0.0104	-0.0108
Si	2.769	5.3963	6.0979	-0.0304	-0.0019	-0.0138
Si	8.1314	5.4793	5.9926	-0.0186	-0.0155	0.0062
Si	0.0494	8.2306	5.9846	-0.0101	-0.0059	0.002
Si	5.4699	8.1977	6.2399	-0.0068	-0.0025	-0.0013
Si	3.9306	1.6032	7.6519	-0.0194	0.0057	0.0361
Si	9.9838	1.0931	7.5341	0.0331	-0.0216	0.048
Si	1.6212	3.7874	7.3932	0.0198	-0.0154	0.0532
Si	6.7161	4.4858	7.6003	0.0024	0.036	0.0171
Si	4.2866	6.5301	7.4676	0.009	-0.0235	0.0405
Si	9.3543	7.0627	7.1329	-0.0191	0.0059	0.0241
Si	1.1917	9.6643	7.435	-0.0191	-0.0021	0.0242
Si	7.1801	9.2842	7.4959	0.0233	-0.021	0.0411
O	1.2764	4.1103	24.5227	-0.0059	0.0039	-0.021
O	6.7971	9.5694	24.6124	-0.0001	-0.0049	-0.0226
O	2.7536	2.7194	7.9182	0.0103	-0.0097	0.0176
O	8.3242	8.1388	7.8527	-0.0111	0.0198	0.0306
O	5.4755	5.5079	7.9993	0.0072	-0.0033	0.0285
O	0.087	-0.1407	7.8867	0.0035	0.0056	0.0235
O	4.1079	6.8868	24.5645	-0.0009	0.0025	-0.0182
O	9.5648	1.3887	24.6286	-0.0029	0.001	-0.024
O	1.6542	8.8807	8.8116	0.0035	-0.0055	-0.0047
O	0.9213	4.2486	8.8033	-0.004	0.01	-0.0167
O	9.7569	1.7607	9.0424	-0.0039	-0.0153	-0.0089
O	6.6847	9.8678	8.9553	0.0193	-0.0059	0.0076
O	4.4142	1.164	9.1671	-0.0018	-0.0018	0.0086
O	3.4407	6.9446	8.8155	0.0045	0.0076	-0.0118
O	7.5401	4.2105	9.0201	-0.0136	0.0142	-0.0012
O	10.049	6.1391	8.2709	0.0082	0.0047	0.0069
O	2.9184	2.1562	23.7906	0.0166	0.0087	0.0071
O	4.8395	0.2575	23.8632	0.0111	0.0179	0.0076
O	7.9319	3.317	23.8145	-0.019	-0.0055	0.0025
O	10.3053	5.7781	23.5914	0.0112	0.0097	0.0197
O	8.4437	7.6897	23.7423	0.0161	0.0067	0.0043
O	2.4449	8.7683	23.6987	-0.0151	-0.008	0.0118
O	6.0532	5.2593	23.7721	-0.0096	-0.016	0.009
O	0.5411	10.6405	23.8884	-0.0082	-0.0151	0.0036
Si	3.2376	9.2085	11.9477	0.0023	-0.0033	-0.0011
Si	8.1998	4.8069	10.4033	0.005	0.0046	0.0035
Si	7.0846	4.78	17.4972	-0.003	0.0022	0.0038
Si	4.308	1.6095	23.1424	0.0075	0.0024	0.0032
Si	12.3909	3.3084	19.2672	0.0066	0.0073	-0.0102
Si	7.9611	-2.9607	14.5444	0.0036	-0.0021	-0.0025
Si	1.0964	9.3853	23.0223	-0.0035	0.0003	0.0013
Si	4.0573	12.914	20.128	0.0002	-0.0086	0.004
Si	-2.3796	2.9473	12.6689	0	0.0005	-0.0018
Si	-3.9042	14.2041	20.1485	0.0052	0.0046	0.0044
Si	1.1332	-4.5897	18.5317	0.0065	-0.002	0.0022
Si	0.8933	11.2009	12.4528	-0.0047	0.0045	-0.0029
Si	10.3308	9.7586	14.8399	-0.0004	0.0039	-0.0021
Si	-6.0121	3.1384	16.0824	-0.0016	0.0022	0.0038
Si	7.2138	10.2458	10.4607	0.0069	-0.0008	0.0074
Si	0.6789	17.6524	15.4776	0.007	0.001	0.0001
Si	-1.3735	4.1868	15.4356	-0.0035	0.0021	-0.0031
Si	-0.0088	5.4228	9.4085	-0.0044	0.0095	-0.0025
Si	5.0803	7.4311	13.575	-0.0028	-0.0052	-0.001
Si	6.5753	3.8695	23.1058	-0.0045	-0.0059	0.0027
Si	7.5099	7.7135	17.3856	-0.0022	0.001	0.0043
Si	9.8168	1.0656	10.5306	0.0057	-0.0105	0.0038
Si	2.1978	11.6127	18.211	0.002	-0.0071	-0.0038
Si	9.7942	1.8746	19.7468	0.001	-0.0071	-0.0007
Si	4.653	0.7233	10.7206	0.0036	-0.0008	0.0024
Si	3.034	2.18	13.051	-0.0011	0.0047	-0.0023
Si	2.1869	7.5752	9.6374	-0.006	0	-0.0002
Si	5.9169	9.5779	15.6381	-0.0023	-0.0013	0.0041
Si	3.2	5.0102	14.4253	0.0015	0	-0.0019
Si	9.714	7.1443	22.8787	0.0012	0.0057	-0.0018
Si	11.3004	10.2375	20.2676	0.0033	-0.0044	0.0034
Si	7.3114	-3.6023	11.8073	0.0017	-0.003	-0.0037
Si	-1.3562	7.5647	19.8135	-0.0039	-0.0037	-0.0003
Si	3.6614	0.5312	15.7966	-0.0028	-0.0057	0.0022
Si	9.6556	12.3551	16.5483	-0.0037	-0.0001	0.009
Si	7.0561	1.5007	14.8065	-0.0004	0.0008	-0.0037
O	4.3537	9.9773	15.8545	0.0059	0.0062	0.0106
O	10.2812	-0.0535	16.0768	-0.0088	0.01	-0.0102
O	8.7174	-0.1202	10.4937	-0.0151	0.0115	-0.0049
O	0.2144	8.2812	15.0231	-0.0205	-0.0002	0.0047
O	4.4077	-4.8576	14.1847	-0.0115	0.0004	0.0001
O	2.8394	14.0464	20.1563	0.0019	-0.0181	-0.0189
O	1.8791	5.9785	14.5965	0.0047	-0.0021	0.0103
O	-1.7727	14.816	13.8711	-0.0053	-0.0149	0.0088
O	-2.8341	1.5628	16.0486	0.0071	-0.0029	-0.0113
O	-1.0917	4.7809	10.4399	-0.0128	0.0047	-0.0103
O	10.5375	-4.4645	19.0771	0.0078	0.0251	0.0061
O	8.4261	7.4245	16.0332	-0.0287	0.0161	0.0102
O	-3.2055	1.7173	13.3482	0.007	0.0122	0.0178
O	3.469	12.1473	14.3216	-0.0038	0.0006	-0.0016
O	1.3746	9.9321	21.5146	-0.0282	-0.0061	0.0033
O	8.2532	7.1259	13.1678	-0.0287	0.0234	-0.0142
O	8.296	2.2242	20.3142	-0.0041	0.0218	-0.0193
O	10.3301	8.9829	19.9906	0.0104	-0.0063	0.0035
O	4.0882	1.2564	21.5844	0.0046	0.0261	0.0002
O	-3.6796	8.9009	11.3751	-0.0008	-0.0064	-0.0122
O	6.8628	4.115	21.5312	-0.0037	-0.0247	0.0027
O	8.3236	7.8645	18.796	0.0036	-0.0088	-0.0095
O	12.2091	10.4965	18.9418	0.0015	0.0198	0.0141
O	6.6181	6.3505	17.5282	0.0234	-0.0112	0.0005
O	-2.6784	4.4907	16.396	-0.0019	-0.0014	0.0046
O	9.6284	2.1927	11.6942	-0.0113	-0.0089	-0.0116
O	10.7935	10.6763	13.5785	0.0013	0.0064	-0.0098
O	5.9579	2.7313	14.869	0.012	-0.004	0.023
O	6.4447	10.9451	14.9102	0.0008	0.0135	-0.0071
O	-0.491	16.5006	15.4392	0.0029	-0.0105	0.0043
O	-2.1512	-1.5563	14.453	0.0213	-0.0123	0.0026
O	4.0045	1.7982	11.7759	-0.0082	-0.0179	0.002
O	-7.336	11.7503	19.0622	-0.0255	0.0234	-0.0032
O	2.7134	7.9431	11.1131	0.0039	0.0221	-0.0062
O	5.7975	6.899	12.2103	0.0222	0.024	0.0118
O	2.1497	-3.7417	19.487	0.0125	0.0285	-0.0545
N	6.2371	8.2297	14.5946	0.0161	0.0031	0.0012
O	9.2218	6.9766	21.3156	0.021	0.0158	0.005
O	1.4849	12.6962	12.7627	0.0177	-0.0234	-0.0059
O	-0.0298	8.229	22.9657	-0.0028	0.0036	-0.0124
O	6.6356	9.0934	17.0657	0.0077	-0.022	-0.0188
O	-3.4161	4.3144	18.9956	-0.0079	-0.0053	-0.0054
O	2.3122	0.2142	16.6507	0.0054	0.0133	0.0091
O	-0.0231	3.0789	19.9783	-0.0111	-0.02	0.0037
O	1.5108	4.7703	18.5902	0.0016	0.0026	0.0087
O	4.0683	10.1522	10.9227	-0.0061	0.019	0.0061
O	5.4199	2.7646	23.3444	-0.0001	-0.0013	-0.0232
O	3.6524	4.101	15.7182	0.0138	-0.0087	-0.0017
O	5.5747	13.491	19.8247	0.0018	-0.0026	0.0244
O	-3.2581	3.9176	11.6777	0.0233	0.0056	-0.0095
O	4.0154	8.6115	13.2358	0.015	-0.021	-0.0077
O	6.2522	0.5211	11.0015	-0.0061	-0.0122	-0.0183
O	9.652	1.4538	18.1719	-0.0023	0.0076	0.0033
O	-0.5907	13.7637	15.9853	-0.0225	0.0084	0.0005
O	4.4505	1.6868	16.6614	-0.0069	0.003	-0.0129
O	1.5179	13.09	18.1161	0.0138	-0.0036	0.0278
O	5.746	-7.0116	17.2114	0.0086	-0.0022	-0.0252
O	0.9885	6.5421	10.0165	-0.0007	-0.0056	-0.02
O	1.2355	6.8955	16.9983	-0.0142	-0.0173	0.006
O	2.0574	10.0976	12.5593	0.0028	0.0064	-0.0158
O	7.7873	6.3805	10.5922	0.0018	-0.0156	0.0166
O	11.2157	0.3185	10.9402	-0.0068	0.0092	0.0217
O	10.3527	11.5263	20.5866	0.0127	0.0006	-0.0283
O	3.0558	3.8159	13.2782	-0.0027	-0.0084	-0.0037
H	2.6833	-3.0452	19.0779	-0.0442	-0.0423	0.0306

Results
free energy: -133812.780 eV
free energy less fixed offsets of H -17.10, N -388.26, O -569.03, Si -635.61 eV per atom: -1.290 eV

The program warned: the cutoff lies below the one the program advises for these potential files; the exchange-correlation potential is rough where the density is thin.
